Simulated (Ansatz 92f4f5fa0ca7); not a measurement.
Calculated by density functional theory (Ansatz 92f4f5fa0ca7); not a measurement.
Periodic cell of 148 atoms, Si92O56, from a study of silicon, its oxide and their interface. The atomic structure is a simulated model.

Settings
functional: r2SCAN
potential files: Ansatz norm-conserving
basis: plane waves
wave-function cutoff: 1300 eV
density cutoff ratio: 4
exchange-correlation grid ratio: 1
k mesh: 2 x 2 x 1, shifted by 0.5 0.5 0.5 of a step
self-consistency stop: 5e-08 eV per atom in the density residual
occupations: Fermi-Dirac, 0.05 eV
spin: none
net charge: 0

Cell vectors (angstrom)
a  10.88  0  0
b  0  10.88  0
c  0  0  21.4204

Atoms and the computed forces on them: element, x, y, z (angstrom), force x, y, z (eV/angstrom)
Si  -0.4174  1.3437  -0.3284  3.6485  -1.7795  -0.2281
Si  2.5262  2.4964  -0.0261  0.2696  3.0662  -0.9497
Si  0.6432  5.32  -0.206  2.1789  0.6766  -1.8476
Si  3.056  7.4963  -0.5851  -0.7897  1.7676  0.9197
Si  5.7149  -0.4249  0.1834  0.1129  0.9282  1.275
Si  7.983  2.9449  0.1764  1.5368  0.9222  -1.9598
Si  5.3883  5.588  0.1907  0.351  -0.7117  -1.658
Si  7.4222  8.8955  -0.2642  -0.958  -1.8779  -0.2881
Si  1.7324  2.0838  1.856  -0.466  -2.6259  2.7536
Si  4.6442  3.7177  1.1526  -2.1587  -0.2085  0.561
Si  2.0664  7.2774  1.9339  -0.4648  0.2645  -1.0822
Si  3.8895  9.4766  1.3113  0.5332  -1.8055  0.3265
Si  6.8319  1.408  1.5585  0.4232  -0.0625  0.8565
Si  9.8897  4.4686  0.9349  -3.8689  -2.5744  3.1142
Si  6.884  7.0523  1.2616  2.9258  -3.2306  -2.5948
Si  9.7353  9.6679  1.3505  1.6582  1.4625  0.4957
Si  -0.2041  2.806  2.9297  0.1571  0.6311  -0.6018
Si  3.3426  0.2758  2.7728  -2.2507  1.0088  1.4874
Si  0.4584  8.557  3.0556  -0.6392  -0.3148  0.1676
Si  3.014  5.1938  2.2317  1.8314  0.6279  0.4642
Si  5.7534  3.0462  3.0503  -0.7035  -2.677  -0.739
Si  8.5969  0.1635  3.0007  -1.5708  -0.6113  -1.146
Si  5.7871  8.3522  2.3869  -4.304  1.6042  2.1709
Si  8.4591  5.3599  2.5791  1.9137  3.4435  -1.2378
Si  1.3973  4.4182  3.4929  0.0415  -1.8073  2.1194
Si  4.5837  1.4226  4.4476  0.1597  0.2177  -0.0841
Si  1.8296  9.9802  4.6886  0.207  0.0468  -4.0157
Si  4.6972  7.3787  4.2182  -1.2678  -0.8351  -0.9823
Si  7.0877  4.5127  4.0415  -1.01  -0.8961  2.3848
Si  9.7174  1.2103  4.7841  -0.061  0.7183  -2.1966
Si  6.9591  9.5206  3.8007  1.6925  0.8678  2.6803
Si  9.963  6.8063  4.1573  -3.6722  2.6746  -1.8183
Si  0.4617  0.124  6.0197  -1.552  0.1044  1.906
Si  3.1405  3.0915  5.3271  -2.5857  -1.7689  -1.0569
Si  0.5354  5.6887  5.1968  1.8802  -0.9335  1.701
Si  3.0808  8.3875  5.533  -0.3294  -1.4272  -1.8977
Si  5.8478  -0.4286  5.6924  -1.4644  -0.0227  -1.8161
Si  8.3545  2.9466  5.4373  -0.5388  0.1182  0.6642
Si  5.2821  5.6563  5.5344  2.4059  -0.4911  0.8097
Si  8.127  8.1462  5.632  1.3424  -0.3804  -0.8717
Si  1.6451  1.8044  7.1885  1  -1.0233  -1.2411
Si  3.9475  4.2799  6.9753  0.7667  0.8879  0.4055
Si  1.8016  6.981  6.6677  -2.2067  -1.3894  1.9453
Si  4.4389  9.0151  7.0294  2.5395  2.1075  1.6636
Si  6.8475  1.0701  6.9463  0.1206  2.4352  0.4821
Si  10.0515  4.3799  6.5256  -1.0725  -0.614  -1.5522
Si  7.0583  6.5045  7.0717  0.4849  -1.0356  -2.1584
Si  9.5268  9.3823  7.1719  0.0751  0.2913  0.3021
Si  -0.3452  2.7553  7.9155  1.4555  -1.0482  2.3994
Si  2.7129  -0.5317  7.8104  -1.1862  0.7972  2.4061
Si  -0.255  7.6213  8.7203  1.1583  2.3523  -1.6479
Si  2.5001  5.495  8.3828  1.78  1.8022  0.1977
Si  4.958  2.4731  8.0628  0.2331  0.1083  0.8351
Si  8.1071  0.2008  8.6207  -1.8162  -3.6047  -3.1173
Si  5.9465  7.8427  8.3692  -2.1991  1.7997  2.4049
Si  8.4734  4.8561  8.021  -0.9631  1.4932  1.1487
Si  0.9217  4.1949  9.3398  -0.813  -0.9225  1.8471
Si  3.5297  1.3424  10.6337  1.3697  -0.5175  -2.5089
Si  1.3275  9.2994  9.9288  -0.4873  1.0021  -2.4383
Si  4.0193  7.1845  10.1677  0.439  -2.306  -0.9428
Si  6.8886  3.4215  8.9301  0.1225  1.6103  1.2892
Si  9.7111  1.1162  9.4837  0.2304  3.727  0.0587
Si  6.857  9.5554  9.8107  -0.8232  0.3457  -0.338
Si  9.119  6.3001  9.8141  1.3626  -0.6556  0.3352
Si  0.3499  0.4402  10.8249  1.3788  -0.6374  0.2837
Si  1.2545  2.7433  11.175  -1.5436  -1.6703  2.4394
Si  0.0256  5.4325  11.4684  -4.1971  -1.1531  -3.9337
Si  2.0242  7.8493  11.4758  0.3641  -2.0766  0.9547
Si  5.4916  0.1438  11.2115  0.8897  -0.3928  1.0687
Si  7.8132  2.1449  10.752  5.9098  3.7629  -3.0237
Si  5.895  5.5771  10.6132  -1.7233  -0.975  -1.1149
Si  7.3759  7.2354  11.024  1.1871  -3.3965  1.063
Si  -4.9632  -6.881  13.4817  -1.4656  1.7773  0.3136
Si  1.6742  1.5605  15.9274  -1.9904  -3.9698  -5.5507
Si  1.9403  8.6054  13.7875  0.5712  -0.9403  0.2399
Si  3.499  7.4401  18.0589  -3.77  2.4032  -2.4151
Si  -0.0762  1.6556  18.1886  -2.2157  0.1971  1.0475
Si  9.0117  -2.6963  16.4143  0.4963  -1.232  -5.4329
Si  8.1599  1.9549  14.6257  2.5159  1.0727  -2.3172
Si  5.1587  9.4286  14.0777  -3.8889  0.4713  -2.5729
Si  6.5668  8.5285  18.1189  -0.2021  -0.3176  -0.8719
Si  -0.3825  -0.0367  13.8897  -0.2545  4.2886  -2.1063
Si  1.1155  7.2662  16.2033  3.1306  -1.1231  4.0384
Si  7.1478  6.6174  14.1811  0.0374  4.9862  -1.2894
Si  3.4469  -5.6784  17.8981  -0.0506  -3.1698  3.9792
Si  -1.2077  3.4425  13.032  1.6213  0.2924  1.9604
Si  4.1867  1.0957  19.2175  -1.6058  -0.9605  2.2244
Si  -2.7293  10.8239  16.7015  1.9996  1.3855  0.0646
Si  4.3582  0.7198  16.0106  -6.1783  2.5447  4.905
Si  5.6432  3.8244  19.7225  2.8616  0.4558  3.7201
Si  3.882  3.4736  15.4292  -2.218  -0.6872  0.4383
Si  11.67  4.5264  18.2673  4.6541  3.921  -0.3729
O  -1.7732  2.0555  -0.7063  -0.6053  -1.0035  0.1092
O  0.2588  0.9196  -1.8433  -1.2595  0.7808  1.6264
O  4.8321  0.0682  -1.055  -0.4507  0.3217  -3.0514
O  1.0283  6.937  0.42  0.9872  -2.098  -1.2295
O  1.5566  3.9092  -0.124  0.578  1.1331  -0.5482
O  4.8911  8.2398  -3.6083  3.5716  -0.0899  0.7348
O  2.4933  7.7882  -2.1157  1.4278  -0.3824  2.4289
O  1.3816  6.1071  -9.7981  3.3499  4.0695  1.0981
O  7.0669  -2.4444  -1.8379  -0.5836  0.3255  3.4353
O  10.6323  0.0071  0.619  -0.6287  0.0371  -0.2099
O  11.3966  5.4123  -1.8514  -1.0178  2.242  1.8965
O  7.3468  3.6285  -1.2203  -2.7095  -0.1782  -0.589
O  4.0051  6.2035  -0.5758  0.1662  0.061  -0.2616
O  4.8351  4.5545  -2.7831  -0.4  2.8149  -0.9994
O  9.0253  9.0933  -0.0473  -0.1658  0.1291  0.447
O  4.0572  2.559  9.5764  0.2865  -1.3989  0.0229
O  2.5574  1.8371  11.8124  0.7187  1.5101  0.354
O  0.418  3.0818  12.9083  -0.2251  -0.7285  -3.0019
O  -0.3884  -0.2437  12.0796  -0.1106  0.4005  3.8904
O  -3.3963  6.5933  12.5633  0.5067  0.6783  1.9815
O  0.7374  9.7904  14.1914  2.7498  -4.7895  -0.1312
O  -1.6777  3.2552  14.7774  1.0968  -0.9369  -3.6182
O  1.7065  7.2106  14.7563  -0.7493  0.9343  -2.5434
O  -6.9336  -10.3708  17.7206  1.9461  0.7906  0.168
O  3.5971  -2.2255  13.9492  0.1264  2.5626  0.2481
O  5.4368  -0.4846  12.7457  -0.2843  -0.4926  0.1484
O  6.6837  1.345  11.2675  -5.8366  -4.4219  2.4215
O  6.0949  4.4394  11.8405  -0.6546  -1.4078  3.4926
O  7.7449  8.7575  10.9904  -0.4237  2.8386  0.1965
O  8.9433  -1.1412  15.6349  -2.0753  -0.5133  3.8361
O  9.7882  5.0316  12.5715  -0.4392  -0.7731  1.1495
O  -2.8335  -3.0864  17.6357  -0.4419  -0.1356  -1.622
O  2.2937  2.9053  15.4872  2.9458  3.2528  -1.0564
O  0.3736  1.1346  14.8489  0.3771  0.3994  1.3641
O  -1.3204  0.679  17.5574  -1.5474  0.1175  -0.7049
O  -0.1906  25.1509  18.4059  -3.9609  -5.204  -1.0155
O  -6.9333  4.6233  16.5853  0.8739  -1.7487  -7.2133
O  1.2872  1.7698  17.4051  -0.6036  -1.3151  0.9747
O  2.2969  8.1913  17.0225  0.6078  -2.5023  -0.4817
O  -1.9214  0.6397  13.8433  -0.4438  1.0121  0.9032
O  10.6437  8.0844  16.3146  -2.0324  -0.7824  1.5512
O  6.0193  -5.3822  14.5023  1.7085  -1.8328  -1.2648
O  15.9709  2.3462  19.4145  2.0836  0.6259  -0.3
O  13.22  4.0388  18.532  0.9225  1.9362  -0.9814
O  5.0394  10.548  15.2353  4.195  -4.4148  -2.0674
O  2.7394  11.2368  15.6271  1.295  1.6057  0.1342
O  2.8059  1.6219  20.1168  1.2807  -1.2351  -2.0768
O  -2.3479  2.6293  12.1491  1.6246  1.8413  1.0967
O  -3.3192  -9.6253  15.8691  -0.6891  -2.9788  3.7987
O  4.2608  -7.2537  13.8565  2.636  1.5735  -0.5315
O  1.2518  5.6275  16.9724  -1.8507  1.3444  -0.1031
O  -2.3211  7.1678  15.0541  -2.6363  -0.6162  0.325
O  6.0138  8.1647  14.1216  3.8006  -3.294  1.3258
O  6.9377  2.942  14.2089  -2.7003  0.6002  -2.2764
O  6.8643  -0.9087  17.4916  1.9531  3.2999  -1.7907
O  4.8954  -8.6608  15.7606  -0.7965  -0.5831  1.2075

Results
free energy: -36769.442 eV
free energy less fixed offsets of O -463.61, Si -117.95 eV per atom: 44.118 eV
pressure: -1.59 GPa
stress xx, yy, zz, yz, xz, xy (GPa, positive in tension): 1.79, 1.42, 1.55, -0.47, 0.73, 0.64

The program warned: the forces do not sum to zero within the program's tolerance.
